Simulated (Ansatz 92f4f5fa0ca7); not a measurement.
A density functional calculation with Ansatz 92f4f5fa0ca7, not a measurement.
Periodic cell of 442 atoms, Si288O154, from a study of silicon, its oxide and their interface. The atomic structure is a simulated model.
Doubt: the cutoff is far below the 930 eV that the study's wrapper takes by default for these files, so forces and energies are approximate.
This geometry differs little from another in the collection (a relaxation step or a small displacement).

Settings: functional PBE; potential files Ansatz PAW; basis plane waves; wave-function cutoff 580 eV; density cutoff ratio 5; exchange-correlation grid ratio 1; k mesh 1 x 1 x 1, Gamma-centred; self-consistency stop 5e-08 eV per atom in the density residual; occupations fixed; spin none; net charge 0.

Cell vectors (angstrom)
a 15.4687 0 0
b 0 15.4687 0
c 1.9412 -0.3715 33.6631

Atoms and the computed forces on them: element, x, y, z (angstrom), force x, y, z (eV/angstrom)
Si 1.563 -0.943 24.486 0.006 0 0.001
Si 1.927 3.786 24.747 0.003 -0.001 0.003
Si 1.934 6.949 24.741 -0.006 0.046 0.037
Si 1.878 -4.025 25.011 0.008 0.008 0.034
Si 5.982 -0.635 24.806 0.011 0.043 0.009
Si 5.766 3.754 24.908 -0.006 -0.028 -0.046
Si 5.795 6.881 24.885 -0.001 0.053 0.109
Si 5.798 -3.803 24.796 -0.003 0.028 0.033
Si 9.756 -0.714 24.802 -0.013 0.023 0.002
Si 9.625 3.837 24.809 -0.012 -0.018 0.007
Si 9.658 6.973 24.853 0.008 0.026 0.04
Si 9.664 -3.837 24.923 -0.01 -0.042 0.076
Si -1.842 -0.835 24.716 -0.023 0.01 -0.012
Si -2.025 4.343 24.603 0 0.04 0.015
Si -1.975 6.813 24.855 -0.009 -0.045 0.022
Si -1.917 -3.952 24.999 -0.001 -0.015 0.031
Si 4.05 -0.303 26.093 0.017 -0.01 0.031
Si 3.808 3.525 26.174 -0.014 -0.038 0.015
Si 3.835 7.288 26.131 0.018 0.023 -0.005
Si 3.902 -4.198 26.165 -0.004 -0.004 0.002
Si 7.855 -0.4 26.179 -0.004 0.009 -0.004
Si 7.73 3.528 26.188 0.025 -0.028 0.017
Si 7.73 7.281 26.181 -0.011 0.018 -0.004
Si 7.704 -4.17 26.167 0.01 -0.009 0.001
Si 11.7 -0.391 26.047 0.001 0.031 0.011
Si 11.64 3.587 26.019 0.006 -0.013 0.001
Si 11.598 7.309 26.167 0 0.012 -0.003
Si 11.584 -4.173 26.235 0.001 -0.015 -0.004
Si -0.025 -0.484 26.15 0.006 0.013 0.017
Si -0.109 3.553 25.928 -0.002 -0.012 -0.001
Si -0.01 7.294 26.088 0 0.014 0.004
Si -0.019 -4.213 26.342 0.005 0.018 -0.012
Si 3.9 1.58 27.506 0.005 0.003 0.001
Si 3.823 5.423 27.569 -0.005 0.013 0.03
Si 3.892 9.277 27.459 0 -0.003 -0.003
Si 3.866 -2.25 27.5 0.009 -0.002 0.003
Si 7.779 1.565 27.496 -0.008 -0.005 0.007
Si 7.734 5.411 27.603 0.003 0.021 0.023
Si 7.725 9.294 27.461 0.001 -0.01 -0.007
Si 7.755 -2.291 27.587 -0.028 -0.003 0.014
Si 11.669 1.596 27.373 0.01 -0.016 0.011
Si 11.59 5.407 27.552 0.024 0.007 0.01
Si 11.596 9.29 27.49 0.003 -0.001 0.003
Si 11.63 -2.241 27.56 0.018 -0.018 0.04
Si -0.012 1.583 27.349 -0.01 -0.006 0.009
Si -0.011 5.382 27.484 -0.029 0.003 0.007
Si -0.004 9.227 27.508 -0.004 0 -0.001
Si 0.011 -2.289 27.654 -0.002 -0.021 0.003
Si 1.917 1.566 28.816 0.006 0.004 0.005
Si 1.894 5.42 28.897 0.027 -0.009 0.014
Si 1.952 9.286 28.852 0.009 -0.003 0.003
Si 1.974 -2.292 28.918 -0.001 0.002 -0.001
Si 5.836 1.564 28.872 0.001 -0.002 -0.002
Si 5.776 5.427 28.905 0.005 -0.005 0.009
Si 5.807 9.287 28.857 -0.001 -0.001 0.008
Si 5.794 -2.287 28.889 0.007 0.001 0.003
Si 9.736 1.567 28.827 0.001 0.01 0.004
Si 9.676 5.422 28.919 -0.019 -0.011 0.01
Si 9.659 9.293 28.854 -0.007 -0.003 0.006
Si 9.693 -2.295 28.911 0.008 0.006 0.006
Si -1.903 1.562 28.816 -0.003 0.006 -0.005
Si -1.927 5.422 28.881 0.002 -0.009 -0.003
Si 13.531 9.283 28.871 -0.004 -0.004 0.001
Si -1.936 -2.294 28.937 -0.012 0.006 -0.007
Si 1.941 -0.371 30.244 -0.053 0.308 -0.013
Si 1.941 3.496 30.244 -0.118 -0.21 -0.095
Si 1.941 7.363 30.244 -0.056 0.023 -0.02
Si 1.941 11.23 30.244 0.075 -0.131 -0.053
Si 5.808 -0.371 30.244 -0.011 0.118 0.089
Si 5.808 3.496 30.244 0.018 -0.071 0.101
Si 5.808 7.363 30.244 -0.016 0.058 0.052
Si 5.808 11.23 30.244 -0.068 -0.018 -0.133
Si 9.676 -0.371 30.244 0.106 0.255 -0.019
Si 9.676 3.496 30.244 0.12 -0.238 0.028
Si 9.676 7.363 30.244 -0.016 0.113 0.04
Si 9.676 -4.239 30.244 0.077 -0.105 -0.025
Si -1.926 -0.371 30.244 -0.017 0.34 0.056
Si -1.926 3.496 30.244 0.063 -0.161 -0.17
Si 13.543 7.363 30.244 -0.05 -0.075 0.014
Si 13.543 11.23 30.244 -0.036 -0.179 0.078
Si 1.934 0 3.417 0.066 0.059 0.01
Si 1.934 3.867 3.417 0.025 -0.36 -0.034
Si 1.934 7.734 3.417 0.016 0.301 -0.317
Si 1.934 11.602 3.417 -0.064 -0.017 -0.109
Si 5.801 0 3.417 0.159 0.188 0.126
Si 5.801 3.867 3.417 0.163 -0.432 0.035
Si 5.801 7.734 3.417 0.054 0.246 -0.26
Si 5.801 11.602 3.417 0.085 -0.066 -0.087
Si 9.668 0 3.417 -0.138 0.233 0.121
Si 9.668 3.867 3.417 -0.197 -0.38 0.185
Si 9.668 7.734 3.417 -0.007 0.121 -0.135
Si 9.668 -3.867 3.417 -0.042 0.029 -0.015
Si -1.934 0 3.417 -0.033 0.215 -0.008
Si -1.934 3.867 3.417 -0.041 -0.281 0.014
Si -1.934 7.734 3.417 -0.081 0.23 -0.226
Si -1.934 11.602 3.417 0.049 -0.112 -0.046
Si 1.979 1.911 4.83 -0.001 0.004 -0.003
Si 1.916 5.808 4.705 -0.007 0.013 0
Si 1.905 9.677 4.788 0.003 -0.008 -0.001
Si 1.95 -1.935 4.765 -0.013 -0.002 0.005
Si 5.849 1.918 4.867 0.004 -0.006 0.004
Si 5.815 5.8 4.707 -0.016 0.01 0.006
Si 5.811 9.67 4.791 -0.005 -0.011 -0.003
Si 5.821 -1.933 4.757 -0.012 0.006 0.005
Si 9.624 1.913 4.876 0.004 -0.007 0.004
Si 9.658 5.797 4.74 0.009 0.016 0.002
Si 9.671 9.672 4.786 -0.005 -0.012 0.003
Si 9.652 -1.919 4.764 0.009 0.007 0.018
Si -1.982 1.928 4.838 0.004 0.005 -0.003
Si -1.954 5.807 4.722 0.01 0.004 -0.007
Si -1.925 9.666 4.801 0.001 -0.002 -0.004
Si -1.893 -1.928 4.746 0.003 -0.003 0.013
Si 0.002 1.924 6.142 -0.001 -0.007 0.016
Si -0.018 5.902 6.019 0.007 -0.033 -0.013
Si -0.008 9.688 6.204 -0.002 0.006 0.007
Si 0.029 -1.938 6.129 0.001 0.008 -0.039
Si 3.935 1.85 6.258 -0.001 0.007 -0.002
Si 3.865 5.763 5.975 0.014 -0.011 -0.013
Si 3.849 9.679 6.114 0 0.006 -0.004
Si 3.895 -1.952 6.1 0.015 0 -0.02
Si 7.727 1.863 6.4 0 0.007 -0.005
Si 7.718 5.804 6.068 0.016 -0.012 -0.004
Si 7.75 9.68 6.172 0.003 0.012 -0.002
Si 7.72 -1.931 6.157 0.001 -0.002 0.003
Si -3.931 1.93 6.288 -0.007 -0.001 -0.007
Si -3.874 5.757 6.067 -0.025 -0.01 -0.01
Si -3.868 9.655 6.153 0.007 -0.018 0.016
Si -3.842 -1.887 6.039 -0.003 -0.004 -0.021
Si 0.046 -0.022 7.522 0.006 0.022 0.009
Si -0.019 3.974 7.304 0.005 0.008 0.012
Si -0.044 7.731 7.54 0.003 0.03 -0.023
Si 0.009 -3.834 7.565 -0.006 -0.025 0.015
Si 3.987 -0.165 7.644 0.016 0.005 0.01
Si 3.893 3.914 7.423 -0.012 -0.007 0.017
Si 3.816 7.671 7.31 -0.004 0.015 -0.016
Si 3.911 -3.857 7.479 -0.017 -0.002 0.023
Si 7.672 -0.218 7.829 -0.007 0.005 0.006
Si 7.756 3.99 7.571 -0.02 0.004 0.021
Si 7.731 7.713 7.463 -0.008 0.002 -0.022
Si 7.729 -3.848 7.531 0 -0.007 0
Si -3.904 -0.092 7.583 -0.008 0.013 0.008
Si -3.951 3.949 7.601 0.03 0.001 0.028
Si -3.912 7.654 7.436 -0.025 0.033 -0.019
Si -3.869 -3.798 7.382 0 -0.005 0.016
Si 1.997 -0.379 8.859 -0.025 0.022 -0.025
Si 1.903 4.255 8.608 0.003 -0.022 -0.055
Si 1.971 7.35 8.714 0.003 0.024 0.022
Si 2.004 -3.517 8.822 0.016 -0.025 -0.044
Si 5.707 -1.076 9.159 0.003 -0.003 -0.044
Si 5.759 4.426 8.771 0.027 -0.041 -0.058
Si 5.705 7.548 8.644 0.013 0.024 0.023
Si 5.795 -3.546 8.875 0.006 0.006 0.008
Si -5.763 -0.91 8.873 0.003 -0.029 0.011
Si -5.849 4.713 8.882 -0.01 -0.005 0
Si -5.819 7.251 8.757 0.021 -0.013 0.018
Si -5.737 -3.432 8.741 -0.002 0.042 -0.009
Si -1.894 -0.361 8.829 0.004 0 -0.029
Si -1.877 4.253 8.7 -0.041 -0.028 -0.136
Si -2.029 7.358 8.803 -0.002 0.021 0.019
Si -2.003 -3.496 8.784 -0.003 -0.017 -0.039
Si 6.1 -5.381 10.46 0.019 0.014 0
Si 6.117 1.104 23.133 0.024 -0.011 0.005
Si 3.875 -0.371 31.612 0.013 0.158 -0.002
Si 3.875 3.496 31.612 0.022 -0.097 -0.012
Si 3.875 7.363 31.612 0.019 0.011 0.002
Si 3.875 11.23 31.612 -0.005 -0.086 0.008
Si 7.742 -0.371 31.612 -0.03 0.096 -0.008
Si 7.742 3.496 31.612 -0.024 -0.07 -0.002
Si 7.742 7.363 31.612 0 0.013 0.003
Si 7.742 -4.239 31.612 0.006 -0.001 -0.02
Si -3.86 -0.371 31.612 0.003 0.106 0.016
Si -3.86 3.496 31.612 -0.018 -0.071 0.006
Si 11.609 7.363 31.612 0.017 0.026 0.014
Si 11.609 11.23 31.612 -0.001 -0.106 0.02
Si 0.008 -0.371 31.612 -0.007 0.065 0.003
Si 0.008 3.496 31.612 0.005 -0.084 0.004
Si 0.008 7.363 31.612 0.006 0.083 0.008
Si 0.008 -4.239 31.612 -0.014 -0.035 -0.004
Si 3.875 1.562 32.979 -0.013 -0.008 0.026
Si 3.875 5.429 32.979 0 -0.013 -0.007
Si 3.875 9.296 32.979 -0.014 0.009 0.017
Si 3.875 -2.305 32.979 -0.018 0.013 -0.014
Si 7.742 1.562 32.979 -0.002 0.007 0.019
Si 7.742 5.429 32.979 0.034 -0.001 -0.005
Si 7.742 -6.172 32.979 0 -0.002 0.006
Si 7.742 -2.305 32.979 0.023 -0.008 -0.013
Si -3.86 1.562 32.979 -0.013 -0.013 0.02
Si 11.609 5.429 32.979 -0.008 0 -0.007
Si 11.609 9.296 32.979 0.007 0.026 0.01
Si -3.86 -2.305 32.979 0.011 -0.001 -0.017
Si 0.008 1.562 32.979 0.006 -0.004 0.021
Si 0.008 5.429 32.979 0.001 -0.038 -0.005
Si 0.008 -6.172 32.979 -0.005 0.004 0.017
Si 0.008 -2.305 32.979 -0.005 0.028 -0.007
Si 0 1.934 0.683 0.008 0.004 -0.028
Si 0 5.801 0.683 0.009 0.029 0.026
Si 0 9.668 0.683 0.003 0.004 -0.015
Si 0 -1.934 0.683 -0.023 -0.021 0.013
Si 3.867 1.934 0.683 -0.006 0.008 -0.021
Si 3.867 5.801 0.683 0.02 -0.001 0.01
Si 3.867 9.668 0.683 0.014 -0.02 -0.025
Si 3.867 -1.934 0.683 0.018 0.01 0.008
Si 7.734 1.934 0.683 0.006 0.011 -0.024
Si 7.734 5.801 0.683 -0.005 -0.001 0.015
Si 7.734 -5.801 0.683 0.026 -0.002 -0.017
Si 7.734 -1.934 0.683 0.014 -0.003 0.005
Si -3.867 1.934 0.683 0 -0.006 -0.015
Si 11.602 5.801 0.683 -0.027 0.032 0.013
Si 11.602 9.668 0.683 -0.032 -0.016 -0.017
Si -3.867 -1.934 0.683 -0.019 -0.015 0.004
Si 0 0 2.05 -0.009 0.154 0.003
Si 0 3.867 2.05 -0.001 -0.214 -0.005
Si 0 7.734 2.05 0.012 0.042 -0.018
Si 0 11.602 2.05 0.004 -0.027 -0.023
Si 3.867 0 2.05 -0.03 0.07 0.014
Si 3.867 3.867 2.05 -0.015 -0.101 0.015
Si 3.867 7.734 2.05 -0.006 0.115 -0.021
Si 3.867 11.602 2.05 -0.009 -0.057 -0.003
Si 7.734 0 2.05 -0.005 0.085 -0.026
Si 7.734 3.867 2.05 -0.004 -0.128 -0.028
Si 7.734 7.734 2.05 -0.01 0.063 -0.027
Si 7.734 -3.867 2.05 -0.008 -0.05 -0.027
Si -3.867 0 2.05 0.02 0.039 0.015
Si -3.867 3.867 2.05 0.032 -0.13 0.015
Si 11.602 7.734 2.05 0.019 0.115 -0.021
Si 11.602 11.602 2.05 -0.005 0.006 0.002
Si 4.488 5.887 15.757 0.011 -0.003 0.001
Si 2.525 9.415 13.628 -0.005 0 -0.005
Si 1.522 9.609 10.711 -0.009 0.018 0.001
Si 5.424 1.294 17.992 -0.004 0.003 0.003
Si 6.403 3.616 11.61 -0.005 0.002 -0.003
Si 9.435 3.793 11.07 -0.006 0.005 -0.005
Si 7.745 -0.395 13.98 -0.017 0.005 -0.001
Si 9.014 8.381 16.461 -0.003 0.001 0
Si 6.628 6.186 13.395 0.002 0.005 0.003
Si 9.291 -5.766 10.741 -0.025 0.006 -0.008
Si -3.843 2.081 12.485 0.004 -0.011 0.01
Si -2.799 -1.314 15.931 0 0.003 0.003
Si 11.505 -1.069 18.795 -0.006 0.02 0
Si -2.548 -5.135 13.584 0.005 -0.005 0.001
Si 3.69 -3.046 14.14 0.006 0.001 -0.001
Si 1.747 1.993 10.906 -0.01 0 -0.009
Si 1.945 -1.829 16.422 0.011 0.003 0.006
Si -0.97 5.388 15.486 -0.002 -0.007 0.014
Si 2.231 -5.962 19.762 0 -0.003 0.006
Si 5.44 9.026 13.23 0.009 0.016 -0.005
Si 3.607 2.979 16.053 0.007 -0.019 0.005
Si 0.416 -3.837 18.172 0.008 -0.004 -0.001
Si 0.322 4.225 19.878 -0.008 -0.005 -0.01
Si 4.063 2 13.007 -0.002 -0.006 0.007
Si 11.099 1.834 20.12 -0.013 0.003 -0.004
Si -0.446 0.148 16.716 0.005 0.004 0.014
Si -5.43 -0.411 12.009 -0.003 0.011 -0.018
Si -1.574 9.657 10.746 0.011 0.014 -0.003
Si -5.777 5.856 13.478 -0.006 -0.006 0.001
Si 1.526 7.061 15.423 0.008 0.009 0.008
Si -4.249 -2.674 13.591 -0.006 -0.001 0.004
Si -1.918 -4.25 16.375 -0.002 0.001 0
Si 4.142 0.886 20.648 -0.001 0.004 0.007
Si -1.315 1.964 10.911 0.021 -0.024 0.021
Si 8.872 -3.089 15.229 0 -0.005 0.005
Si 4.215 -1.267 18.572 0.002 0.008 0.001
Si 0.55 3.081 17.08 0.006 0.001 0.001
Si 8.089 0.915 16.718 -0.005 0 0.003
Si 0.625 7.11 18.539 0.002 0 -0.005
Si 8.793 -1.976 18.026 -0.003 0.006 -0.003
Si 10.24 3.074 17.33 0.001 0.002 0.009
Si 6.141 -4.394 15.422 -0.004 -0.01 0
Si 6.473 7.35 17.708 -0.001 0 -0.001
Si 11.397 -5.8 17.761 -0.004 0.001 0.004
Si 5.014 -0.917 12.4 0.003 -0.002 -0.008
Si 9.009 5.785 17.919 -0.001 -0.002 -0.002
Si -2.258 7.079 17.727 -0.002 -0.003 0.005
Si -1.063 -1.361 19.449 0.008 0.015 0.004
Si 1.597 2.449 21.885 0.003 -0.015 -0.013
Si 6.119 9.25 22.749 0.019 0.017 -0.014
Si 1.442 9.222 22.7 -0.01 0.014 0.006
Si 6.194 -3.614 18.506 0 -0.007 -0.006
Si -3.685 4.032 14.896 -0.011 -0.006 0.008
Si 5.285 -6.125 19.816 0.005 0.002 0.002
Si 11.518 9.132 20.687 -0.006 0.006 -0.002
Si 9.214 1.508 22.642 -0.012 -0.011 -0.019
Si 9.271 -6.15 22.76 -0.013 -0.007 -0.003
Si 11.396 6.053 19.819 0.001 -0.004 -0.003
Si -5.267 8.821 13.583 -0.008 0.003 -0.001
Si -0.289 0.084 22.253 -0.001 0.002 -0.006
Si -2.506 3.914 21.374 0.001 -0.006 -0.001
Si -1.676 9.133 22.802 0.016 -0.005 -0.012
O 2.934 -0.125 24.851 -0.032 0.012 -0.021
O 2.118 0.556 10.218 0.008 0.03 0.028
O 4.824 -2.757 18.746 -0.003 0.004 0.008
O 5.615 -5.315 12.039 -0.001 -0.017 0.014
O 1.942 5.783 9.251 0.002 -0.001 0.022
O -4.057 2.78 13.926 0.001 0.008 -0.005
O 2.207 8.293 10.049 0.003 -0.011 -0.01
O 1.951 -1.956 9.384 0.004 0.004 0.028
O 5.728 6.012 9.276 -0.008 0.026 0.024
O 2.717 -2.076 15.013 -0.01 0.001 0.01
O 5.669 3.535 10.155 0 -0.009 0.039
O 5.478 8.705 9.813 -0.006 -0.027 -0.008
O -4.807 5.183 14.595 0.005 -0.004 -0.003
O 6.363 -0.924 13.318 0.02 0.003 0.007
O 5.746 9.659 14.711 0 0.01 0.005
O 11.55 3.485 16.428 -0.001 0 0.002
O 2.063 3.165 16.507 -0.006 -0.002 0.002
O -5.488 -4.434 10.073 -0.001 -0.028 0.012
O -1.77 0.574 10.181 -0.001 0.01 0.01
O 2.799 2.411 12.068 0.006 -0.003 -0.007
O 2.99 6.342 15.286 -0.001 -0.002 0
O -1.933 5.788 9.332 -0.001 0.037 0.03
O -2.234 -4.473 10.097 -0.007 -0.007 0.016
O 0.82 -0.695 16.147 -0.009 0.001 0.003
O 1.577 9.514 12.317 0.009 -0.003 0.018
O 7.709 -5.585 10.465 0.011 -0.005 0.008
O 1.372 -4.79 19.054 -0.009 0.005 0.003
O -3.782 9.35 13.969 0.004 0.002 -0.001
O 11.589 7.545 20.399 -0.003 -0.002 0.011
O 9.686 5.026 12.094 0.003 0.011 0.012
O 5.512 2.656 12.585 -0.006 -0.001 -0.004
O 5.411 -0.813 10.8 -0.01 0.008 0.056
O 9.21 -2.981 16.81 0.002 0.001 0.005
O 2.041 2.81 23.418 -0.005 -0.011 -0.01
O 5.379 -0.34 17.897 -0.002 -0.004 0.006
O -1.625 -4.963 14.927 0.002 0.005 0.011
O 0.478 3.093 18.709 0.001 0.001 0
O -0.801 -4.696 17.479 0 -0.001 0.004
O -2.245 8.293 10.156 -0.002 -0.006 -0.004
O -1.685 9.686 12.366 -0.005 0.002 0.018
O 0.216 1.897 11.463 0.004 0 -0.011
O -1.794 6.535 16.28 -0.001 0.001 0.002
O 0.17 1.616 21.878 0.011 0.005 0.015
O 9.237 8.808 14.904 -0.001 -0.004 0.009
O 5.957 8.081 19.054 0.001 -0.005 0.004
O 5.091 0.682 21.946 -0.018 0.004 -0.005
O 9.16 4.293 17.31 0.002 0.002 0.002
O -4.183 0.498 12.508 -0.007 -0.001 -0.008
O -0.136 1.718 16.572 0.007 -0.004 0.002
O 5.789 7.933 23.634 -0.003 0.024 -0.054
O 9.821 -6.005 17.387 0.004 0.002 0.006
O 0.754 5.639 19.213 0.001 0.004 0.006
O 9.685 7.939 23.522 0 0.011 -0.005
O 1.549 8.077 19.435 0 -0.004 0.006
O 9.474 1.776 16.704 0.001 0.002 0.001
O -3.428 -4.596 16.883 0.001 0.001 0.001
O -1.551 3.216 9.915 0.015 -0.027 0.072
O -3.675 5.004 20.999 0 0.005 0.009
O -2.169 3.936 22.982 -0.006 -0.011 -0.017
O 3.875 8.559 13.269 -0.005 0.002 -0.002
O -0.781 -0.253 18.273 0.001 -0.006 -0.005
O 9.575 6.884 16.832 0 0 0.002
O -2.645 -5.955 21.563 -0.008 0.003 0.015
O -3.063 5.901 18.533 0.005 0.006 0
O 1.029 -0.548 22.988 -0.017 0.006 0.007
O -5.708 8.266 10.092 -0.008 0.011 -0.003
O 1.349 3.848 21.085 0 0.001 0.017
O -1.185 4.277 20.493 0.008 0.004 0.009
O -0.133 9.116 22.295 0 0.003 0.022
O 7.545 0.715 15.172 0.003 -0.001 0.002
O 9.597 -5.768 12.343 0.003 -0.004 0.015
O 5.235 9.06 21.408 -0.009 -0.001 -0.005
O 5.079 -3.254 14.965 0.004 -0.002 -0.001
O -3.085 2.442 20.937 -0.002 0.001 0.01
O 2.261 -5.807 21.377 0 -0.003 0.009
O -5.14 7.289 13.079 0.002 -0.005 -0.001
O 7.613 1.266 22.477 0.003 0.004 0.02
O 9.833 0.219 23.439 0.005 0.007 0.002
O -5.289 -3.622 14.428 -0.002 0.002 0.002
O 1.721 -5.107 23.805 -0.005 -0.03 -0.032
O 2.204 -4.483 10.157 0.001 -0.013 0.023
O -3.243 8.318 17.417 0.002 -0.001 0.003
O 5.499 5.836 14.492 -0.012 0.002 0.007
O 5.714 -4.827 23.505 -0.001 -0.025 -0.012
O 10.711 2.816 18.873 -0.002 0.001 0.004
O 9.639 5.414 24.284 0 -0.006 -0.015
O 9.846 5.872 19.326 -0.002 0.001 0.008
O 6.21 -4.799 19.609 -0.002 0 0.012
O 1.918 -2.528 24.337 -0.002 -0.019 0.005
O 9.69 -2.298 24.306 0.003 0.045 -0.026
O -1.566 0.029 23.307 0.034 0.009 -0.001
O -3.806 -0.973 17.168 0.001 0 0.002
O 1.959 5.37 24.248 -0.003 -0.034 -0.01
O 1.956 7.802 23.326 0.001 0.019 -0.018
O 4.392 4.375 16.34 -0.001 0.003 -0.005
O -1.88 -5.155 23.892 -0.001 -0.014 -0.01
O 5.8 5.315 24.297 0.001 -0.036 -0.025
O 1.685 8.569 14.762 -0.004 -0.011 0.004
O -0.946 7.567 18.576 -0.001 -0.002 0.005
O -2.143 4.585 14.637 0.002 0.004 -0.004
O 8.698 0.134 12.771 -0.002 -0.004 0.001
O 9.67 -4.859 23.651 0.003 -0.017 -0.034
O 9.546 2.88 23.468 0.003 -0.007 0.001
O 1.82 3.186 9.826 0.003 -0.021 0.044
O 8.518 -1.617 14.687 0.002 -0.006 0
O 6.433 5.161 12.145 0 -0.002 0
O 2.768 1.618 21.115 0.003 0.003 0.013
O -1.889 -2.448 24.277 0.008 -0.004 -0.008
O 6.941 1.729 17.571 0.001 -0.001 0.001
O -5.698 -0.307 10.416 0.002 0.001 0.018
O 2.92 -1.289 17.602 -0.003 -0.005 -0.001
O 5.87 -2.228 24.238 -0.003 -0.062 -0.014
O -2.052 7.657 23.41 0.001 0.031 -0.014
O -2.259 2.231 12.192 -0.017 0.005 0.01
O 4.166 0.381 12.892 -0.003 0.005 -0.004
O 0.296 6.168 14.727 -0.004 -0.003 -0.006
O 6.148 -4.36 17.049 0 0 0.006
O -3.071 -3.666 13.076 0.001 0.002 -0.001
O 4.317 1.844 16.953 -0.011 0.017 -0.008
O 11.481 0.396 19.486 0.002 -0.022 0.002
O 1.178 7.176 17.009 -0.003 0 0.006
O 10.1 -6.01 21.386 0.024 0.001 -0.011
O 4.977 1.746 19.509 0.004 0.002 0
O -0.03 9.637 10.254 0.003 -0.006 0.002
O 6.408 7.743 12.92 -0.002 -0.009 -0.004
O 8.392 -0.504 17.457 0.001 -0.006 0.005
O 11.556 -5.441 19.333 0 0.004 0
O 7.963 3.11 11.435 -0.004 0 0.003
O 10.073 -1.838 19.05 0.003 -0.001 0.013
O 7.5 -2.662 18.751 0.002 0.003 0.01
O 3.697 2.515 14.499 -0.006 0.011 0.024
O -0.673 -0.73 20.898 -0.006 -0.011 -0.011
O 3.773 -5.899 19.238 -0.001 0.002 0.008
O 9.846 1.644 21.149 0.016 -0.002 -0.001
O 3.781 -0.582 19.999 0.001 -0.012 0.002
O -1.87 -2.629 16.228 -0.001 0.001 0.001
O 7.412 8.372 16.811 0.001 0 0.005
O 7.418 6.087 18.159 -0.001 0.001 0.009
O -0.306 4.339 16.526 0.005 -0.007 0.003
O 4.11 -2.261 12.745 -0.004 -0.004 0.005
O -4.817 2.72 11.323 0.009 -0.004 0.01
O 8.14 6.003 14.014 0.004 0.002 -0.001
O 5.713 2.598 23.718 -0.01 0.017 0.026
O 7.645 -4.086 14.904 0.005 0.002 0.001
O 5.147 6.872 16.881 -0.001 -0.002 0.001
O -0.149 -2.682 19.175 0 -0.005 0.006
O 1.272 -3.221 16.928 -0.003 -0.003 0.007
O -3.662 -1.513 14.575 0.01 0.002 0.01
O -1.941 -1.938 9.353 -0.002 0.016 0.03
O -5.026 -1.959 12.353 0.008 -0.003 0.005
O -1.748 -0.089 15.759 -0.004 -0.002 0
O 7.699 9.304 22.383 -0.012 -0.004 0.022
O -2.646 -1.818 19.422 -0.001 -0.002 0.011
O 2.941 -4.501 13.985 0 0.002 0

Results
free energy: -270675.389 eV
free energy less fixed offsets of O -568.88, Si -635.61 eV per atom: -12.189 eV

The program warned: the cutoff lies below the one the program advises for these potential files; the exchange-correlation potential is rough where the density is thin.
